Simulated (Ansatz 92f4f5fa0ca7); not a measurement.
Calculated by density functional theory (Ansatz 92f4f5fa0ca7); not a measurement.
Periodic cell of 288 atoms, Si144O112H32, with a vacuum gap, from a study of silicon, its oxide and their interface. The atomic structure is a simulated model.

Settings
functional: r2SCAN
potential files: Ansatz PAW
basis: plane waves
wave-function cutoff: 800 eV
density cutoff ratio: 5
exchange-correlation grid ratio: 1
k mesh: 1 x 1 x 1, shifted by 0.5 0.5 0 of a step
self-consistency stop: 1e-11 eV per atom in the density residual
occupations: fixed
spin: none
net charge: 0
applied field: sawtooth along c, amplitude -0.015 V/angstrom in the program's sign convention, ramp centred at 0.9898 of c and 0.0205 of c wide, no dipole correction

Cell vectors (angstrom)
a	10.888	0	0
b	0	10.888	0
c	0	0	48.8853

Atoms and the computed forces on them: element, x, y, z (angstrom), force x, y, z (eV/angstrom)
Si	-0.1233	0.0965	35.0632	0.0051	0.0008	-0.0234
Si	2.5617	2.9407	35.4387	0.0076	-0.0019	-0.0199
Si	0.3174	5.1267	34.9905	-0.0003	0.0004	-0.0259
Si	3.2288	7.6796	35.1109	-0.0057	0.0068	-0.0169
Si	5.7373	-0.2371	35.3543	-0.0053	0.0083	-0.0171
Si	7.4949	3.1979	35.2129	0.0021	-0.0055	-0.0202
Si	5.3611	5.4598	35.5792	-0.0028	-0.0028	-0.0143
Si	7.8411	8.32	35.2085	-0.0031	-0.0068	-0.0296
Si	1.304	1.3085	36.5143	-0.0035	0.0033	-0.0116
Si	3.9896	4.1014	36.8397	-0.0075	0.0019	-0.0134
Si	1.4074	6.7624	36.345	0.0055	-0.0079	-0.0139
Si	4.1109	9.4232	36.5015	0.0074	-0.0037	-0.0122
Si	6.7284	1.4522	36.6291	-0.0001	-0.0069	-0.0139
Si	9.4308	4.1342	36.3016	0.0026	-0.0027	-0.0109
Si	6.8022	6.8544	36.7117	-0.0073	0.0044	-0.0096
Si	9.4501	9.5749	36.422	-0.0031	0.0048	-0.0087
Si	-0.1125	2.7379	37.782	-0.0072	0.0043	0.0024
Si	2.7033	-0.0707	37.8263	0.0063	0.003	0.0081
Si	0.0152	8.1777	37.7032	0.0042	-0.0077	0.0049
Si	2.6011	5.523	37.9978	0.0094	0.0032	0.0076
Si	5.3728	2.6833	38.0523	-0.0004	0.0027	0.0132
Si	8.1595	0.054	37.8894	-0.0104	0.0117	0.0037
Si	5.4242	8.2049	38.0159	-0.009	0.0005	0.0093
Si	8.2278	5.4429	37.8823	-0.0025	-0.0092	0.0103
Si	1.2451	4.0811	39.2273	0.0044	-0.0061	0.012
Si	4.0113	1.2861	39.2876	-0.0002	-0.0169	0.0192
Si	1.3388	9.4828	39.1775	0.0088	0.0096	0.034
Si	4.0386	6.8358	39.3193	-0.006	-0.0188	0.005
Si	6.8292	4.0789	39.2547	0.0001	0.0073	0.0182
Si	9.5214	1.3831	39.2445	0.002	0.0053	0.007
Si	6.8026	9.5911	39.2808	0.0011	0.0052	0.0154
Si	9.5799	6.8346	39.1786	-0.0058	-0.007	0.0272
Si	0.0136	-0.0079	40.5526	-0.0263	0.0188	0.1622
Si	2.6607	2.7176	40.563	-0.0163	0.0473	0.1652
Si	-0.0363	5.4649	40.6175	0.0119	-0.0106	0.2027
Si	2.6775	8.1908	40.6385	0.0138	-0.022	0.199
Si	5.4225	0.003	40.6592	-0.0087	0.0047	0.1967
Si	8.159	2.7181	40.6312	0.0142	-0.0146	0.193
Si	5.4417	5.4375	40.5909	-0.0184	0.0181	0.1589
Si	8.1942	8.1771	40.5486	-0.0239	0.0088	0.169
Si	1.359	1.3518	41.9348	-0.1127	0.0147	0.3249
Si	4.0612	4.0682	41.9231	0.0208	-0.0009	0.1714
Si	1.3462	6.7992	41.9865	-0.0326	0.0138	0.2861
Si	4.0579	9.5294	41.9912	0.0161	-0.0071	0.4156
Si	6.7946	1.3662	41.9973	-0.0573	0.067	0.3177
Si	9.509	4.0928	41.9794	-0.039	0.0569	0.32
Si	6.8303	6.7999	41.9077	-0.0973	0.0703	0.2649
Si	9.5428	9.5221	41.9222	-0.0062	0.0567	0.234
Si	0.0182	2.7156	6.91	0.067	-0.0842	-0.3612
Si	2.7252	0.0399	6.9551	-0.0331	-0.0629	-0.2822
Si	-0.0049	8.1843	6.9474	0.0512	-0.0047	-0.2388
Si	2.7191	5.4205	6.9377	-0.0326	0.0049	-0.223
Si	5.4222	2.7456	6.94	0.0548	0.0053	-0.3051
Si	8.1901	-0.0275	6.9234	0.068	-0.063	-0.2898
Si	5.4468	8.1218	6.8787	0.0373	-0.0182	-0.4864
Si	8.1542	5.4576	6.9478	0.0938	-0.0368	-0.2519
Si	1.3571	4.0605	8.3094	-0.0215	0.0426	-0.1823
Si	4.0768	1.4092	8.3247	0.0077	-0.0122	-0.1706
Si	1.3648	9.5604	8.2926	0.0275	-0.0138	-0.1718
Si	4.1184	6.7685	8.2646	-0.0598	0.0338	-0.1889
Si	6.7953	4.0879	8.2993	0.0565	-0.0551	-0.172
Si	9.5904	1.3314	8.2583	-0.0011	-0.0201	-0.1956
Si	6.7974	9.4679	8.223	0.0077	0.011	-0.1963
Si	9.5347	6.8073	8.3051	0.0325	-0.0492	-0.169
Si	0.041	0.0221	9.7091	-0.0046	0.0002	-0.026
Si	2.7029	2.7435	9.7356	0.0018	-0.0076	-0.0294
Si	0.0045	5.4322	9.6702	-0.0036	-0.0015	-0.0098
Si	2.7726	8.1835	9.5587	-0.0012	-0.0061	0.003
Si	5.4856	-0.0164	9.5494	-0.0075	-0.0042	-0.0103
Si	8.2305	2.6987	9.5531	-0.0029	0.0135	-0.0012
Si	5.4254	5.413	9.6902	0.0078	0.0103	-0.0353
Si	8.1259	8.1339	9.6342	0.0006	0.0159	-0.0208
Si	1.3663	1.4052	11.1587	-0.006	-0.0063	-0.0086
Si	4.0753	4.0877	11.1122	-0.0017	0.0011	-0.0132
Si	1.4671	6.8214	10.9265	0.0018	0.005	0.002
Si	4.1062	9.5657	10.9039	-0.0029	-0.008	-0.0047
Si	6.9579	1.2534	10.8479	0.0077	0.0015	-0.0081
Si	9.5093	4.0259	11.004	0.0006	-0.0083	-0.0028
Si	6.8128	6.7435	11.0344	0.0036	0.0067	-0.0143
Si	9.4971	9.5085	10.9459	-0.0063	0.0063	-0.0084
Si	0.0011	2.8248	12.5279	-0.0078	0.008	0.0157
Si	2.8346	0.0216	12.3914	0.0093	-0.0034	0.0125
Si	-0.1107	8.0083	12.1729	0.0056	-0.0248	0.0011
Si	2.7488	5.5722	12.4886	-0.0071	0.016	0.0144
Si	5.5702	2.5556	12.1271	0.006	-0.0091	0.0088
Si	8.2976	0.0261	12.4022	-0.0069	0.0002	0.0122
Si	5.4934	8.2456	12.2322	-0.0055	0.0084	0.0137
Si	8.0843	5.2867	12.4212	0.0117	-0.0127	0.0182
Si	0.8648	4.7357	13.6743	0.0018	-0.0063	-0.0232
Si	4.5836	1.0185	13.556	-0.0087	-0.0069	-0.0301
Si	1.8147	9.5796	13.9935	0.0038	-0.0023	-0.0323
Si	3.9553	7.2926	13.674	-0.0059	-0.0005	-0.0357
Si	6.9263	3.6083	13.6575	0.0075	-0.0005	-0.0344
Si	9.3562	1.6125	13.8771	0.0004	0.0053	-0.0337
Si	6.7373	9.6694	13.6139	0.0007	0.0038	-0.0289
Si	9.8751	6.3009	13.4812	-0.0101	0.0011	-0.0187
Si	18.3734	-11.6761	28.2769	-0.0021	-0.0045	-0.0501
Si	0.7567	10.6321	19.1125	-0.0051	-0.0003	-0.0555
Si	28.3235	-0.3654	24.1593	0	0.0026	-0.0461
Si	-8.8746	4.8277	23.7145	0.0016	0.0042	-0.0535
Si	21.6626	10.6469	16.0413	-0.0051	0.0015	-0.0653
Si	23.766	-2.9189	23.5478	0.0022	-0.006	-0.0725
Si	20.1141	-10.058	24.285	-0.0029	-0.0036	-0.0542
Si	30.4018	-0.3123	31.0642	-0.0029	-0.0072	-0.0548
Si	20.7069	-13.7354	27.4359	0.0032	0.0019	-0.0605
Si	29.1572	-12.8915	20.3734	0.0035	-0.0001	-0.0555
Si	25.764	12.059	33.3576	-0.0041	0.0019	-0.0543
Si	37.1962	6.7164	16.5019	-0.0057	-0.0002	-0.0573
Si	1.9297	-1.2515	33.2197	-0.0046	0.0128	-0.0613
Si	35.7761	-0.6782	28.779	0.0091	-0.0054	-0.0525
Si	33.4511	-11.2571	30.6046	0.0009	0.0077	-0.0574
Si	24.2131	-9.9527	26.3445	0.0044	0.0033	-0.0596
Si	16.6688	2.3926	18.4138	-0.0003	0.0114	-0.0608
Si	40.7238	-2.9523	32.2061	-0.0013	-0.0008	-0.0648
Si	15.668	-7.8272	15.7172	-0.0028	-0.0008	-0.0566
Si	19.9931	-19.769	33.0044	0.0023	0.0003	-0.0664
Si	26.7513	-9.6189	22.1612	0.0007	-0.0025	-0.0572
Si	7.1187	-3.0048	23.269	-0.0008	0.0074	-0.0623
Si	20.4955	-4.2964	30.0562	-0.002	0.0074	-0.067
Si	23.7961	-2.7942	20.3084	0.0027	-0.0026	-0.0923
Si	34.0647	-19.1099	30.5022	-0.003	0.0002	-0.0539
Si	4.7817	-13.3677	25.0308	-0.0006	0.0056	-0.0564
Si	17.0008	-16.3581	18.6308	-0.0039	0.0012	-0.0384
Si	17.4827	-6.8674	26.3759	-0.0051	0.0023	-0.0524
Si	39.0199	-7.3319	29.2692	0.0053	0.0057	-0.0467
Si	4.1679	-9.2214	30.3407	0.0071	-0.0023	-0.0808
Si	-0.7905	12.2365	21.3887	0.0055	0.0002	-0.053
Si	10.8077	4.541	32.0849	0.0061	-0.0044	-0.0647
Si	41.388	-3.8734	18.4906	-0.0052	-0.0028	-0.058
Si	15.0776	-7.8865	24.6124	-0.0035	0.003	-0.0551
Si	52.0302	-15.7076	25.2466	-0.0014	0.0009	-0.0506
Si	28.431	-15.4593	30.0792	-0.0116	-0.0071	-0.0521
Si	14.0291	-9.3835	19.8481	0.0005	-0.0027	-0.0487
Si	34.9292	-16.9688	16.4918	0.0008	-0.0042	-0.06
Si	11.072	2.6169	27.7867	-0.0012	0.0011	-0.0633
Si	26.8184	-13.6381	28.0515	-0.004	0.0028	-0.0609
Si	40.8902	2.0172	27.7528	0.0029	0.0028	-0.0495
Si	22.9833	-7.2973	21.054	-0.0067	0.0001	-0.0579
Si	-10.252	5.6075	19.0111	0.0013	-0.0004	-0.0496
Si	-2.17	19.1231	15.6519	0.0017	0.0002	-0.0587
Si	21.2902	3.6876	25.1869	0.0093	-0.0038	-0.054
Si	0.3442	-1.1673	25.3818	-0.0035	-0.0007	-0.0511
Si	37.4848	-2.9338	19.0909	0.0019	-0.0118	-0.0466
Si	29.1948	-20.645	20.3838	-0.0005	0.0002	-0.0442
O	-6.5433	6.5012	34.7436	0.0003	0.0006	0.0115
O	10.0595	1.0084	15.2493	0.0084	-0.0117	0.0268
O	-0.8317	12.0348	34.0123	0.0093	-0.0163	0.0341
O	38.7308	-1.9798	19.4382	0.0115	0.0062	0.029
O	24.0952	-18.9177	20.1457	-0.0055	0.0049	0.0164
O	12.4267	-0.64	29.194	-0.0144	0.0014	0.0375
O	-0.5277	5.34	30.7437	0.0087	-0.012	0.0296
O	12.3233	3.9455	34.8212	0.0022	-0.002	0.0154
O	5.5498	3.3373	25.3809	0.0167	0.0071	0.0305
O	12.3334	-1.3732	31.6909	0.0101	-0.0089	0.0433
O	7.687	10.4433	20.6954	0.0013	0.0019	0.0236
O	-2.8506	9.5504	32.1676	-0.0017	-0.0084	0.0361
O	-10.2375	-11.9449	34.1914	-0.012	0.0081	0.0233
O	18.7088	2.8584	29.0927	-0.0069	0.0055	0.0236
O	26.164	1.7143	31.9178	-0.0074	-0.0068	0.0342
O	32.5067	-10.5137	20.2784	-0.0098	0.0122	0.0309
O	1.3418	10.3334	15.3652	-0.0107	0.0044	0.0301
O	3.5127	3.7718	16.4378	0.0002	0.0041	0.0178
O	4.7496	-3.1856	26.5033	0.0038	-0.0031	0.0467
O	4.0861	12.7733	14.8457	0.0029	0.0121	0.0215
O	17.9908	5.456	25.8476	-0.0066	-0.0079	0.0215
O	31.9894	-15.39	18.4661	0.0054	-0.0009	0.0211
O	9.8396	10.5066	25.1586	0.0098	-0.0076	0.0187
O	9.4089	-3.9019	14.899	-0.0074	0.0141	0.0325
O	33.556	-6.9627	24.415	-0.0139	-0.0039	0.0253
O	7.4437	-2.0391	14.8511	0.0095	-0.0099	0.0222
O	31.5799	-1.5015	15.8764	0.002	0.0026	0.0091
O	14.6047	11.7571	21.2298	0.0119	-0.0011	0.0302
O	11.1356	-6.377	20.1331	0.0036	-0.0124	0.0296
O	1.5361	-0.0811	25.4838	0.0079	0.0086	0.0219
O	36.1963	-2.4198	19.8855	-0.0098	0.0027	0.0124
O	14.2275	0.0553	27.3542	0.0021	-0.0104	0.0362
O	2.1988	11.3425	19.0951	0.0055	0.0036	0.0129
O	13.7403	-2.5305	14.2793	-0.0038	-0.0023	0.0055
O	3.3984	4.3911	24.4171	0.0065	-0.0057	0.0168
O	17.877	12.2952	18.8512	0.008	-0.0063	0.0358
O	1.9872	8.1582	21.9327	0.0004	0.0008	0.0309
O	7.6624	5.8351	18.8058	-0.0016	-0.0008	0.0176
O	0.444	-1.9134	13.3883	0.0083	0.0134	0.0135
O	29.2258	-21.1529	27.4875	0.0007	-0.0046	0.0234
O	-1.4791	4.8595	24.7657	-0.003	0.0007	0.0178
O	7.5891	-20.9308	24.4735	0.0041	0.0028	0.0163
O	18.4981	-0.3846	29.8301	0.0122	0.0051	0.0391
O	16.5645	-14.2034	23.9523	-0.0086	0.0023	0.0234
O	8.7535	12.8493	20.7356	0.0086	-0.0003	0.0236
O	11.3452	3.1317	29.2798	0.0125	0.0032	0.0455
O	26.139	1.8139	18.8742	-0.0114	-0.0069	0.0339
O	23.7687	4.4821	22.14	0.0079	0.0093	0.0356
O	12.1547	-6.3688	15.2576	0.0156	0.0005	0.0431
O	25.4314	-13.0824	28.6882	-0.0068	0.0062	0.0185
O	17.1342	-27.9033	30.3531	-0.0011	0.0087	0.0248
O	48.7301	-15.3609	19.5198	-0.0021	0.0066	0.0104
O	24.588	10.9686	33.3487	0.0015	-0.0017	0.014
O	5.9193	-6.702	27.8369	-0.0013	-0.0024	0.0418
O	7.5742	-34.1902	23.7171	-0.0005	0.0043	0.0201
O	38.7628	-12.4284	28.041	0.0044	0.0031	0.0269
O	8.6318	-2.6948	19.6069	-0.0075	0.0101	0.0222
O	6.3829	4.3715	34.8321	-0.0009	0.0037	0.0105
O	34.329	-15.1451	19.7244	0.0042	0.0094	0.0273
O	15.4934	8.008	17.4774	0.0002	0.0103	0.0337
O	14.2026	-13.2626	24.3382	0.0117	0.0047	0.0229
O	11.5992	8.7738	24.1245	-0.0087	0.0101	0.0278
O	29.9618	-4.0389	23.8638	0.0077	-0.0122	0.0281
O	28.851	-13.8363	21.6607	-0.0027	-0.008	0.0405
O	32.4707	-7.0678	26.7826	0.0032	-0.0069	0.0322
O	38.8874	-20.0172	21.2717	-0.0109	-0.0018	0.0276
O	33.6528	30.8685	19.5554	0.0044	-0.0056	0.0233
O	27.3536	5.6213	17.1034	0.0095	-0.0025	0.0222
O	16.6577	14.8683	14.7848	-0.0095	-0.0001	0.0321
O	36.0193	-9.0268	25.4033	-0.0115	-0.0138	0.0298
O	20.5685	-10.3011	22.7501	-0.0061	-0.0039	0.0429
O	7.7805	2.4546	33.7956	-0.0117	0.0098	0.0333
O	21.8691	-0.0304	17.6433	0.0119	0.0021	0.051
O	19.0346	-4.6609	29.4361	0.0016	0.0019	0.0195
O	5.6211	-11.0126	14.1493	-0.0008	0.0046	0.0178
O	15.4225	-19.3247	23.1434	-0.0055	0.013	0.0378
O	46.4523	-8.3104	29.9365	-0.0004	-0.0014	0.0299
O	32.925	-8.3835	21.7811	-0.0012	-0.0014	0.0165
O	32.69	5.5042	33.3998	0.0012	0.0061	0.0517
O	16.1772	-21.2977	33.9704	0.0073	-0.0111	0.0275
O	30.4414	-20.6332	31.7281	0.0038	0.0174	0.0339
O	14.8417	0.1279	29.9041	0.0038	0.0131	0.0272
O	24.7486	-4.6284	16.4711	-0.0003	0.0016	0.0171
O	19.1539	-3.2214	17.0873	-0.003	-0.01	0.0432
O	4.9201	-3.946	14.9565	0.0045	-0.0025	0.0391
O	20.6776	-9.2614	27.831	0.0003	-0.0018	0.0129
O	11.8647	1.189	31.0527	-0.0027	-0.0028	0.016
O	8.1126	-8.2557	14.295	-0.0015	0.001	0.0057
O	20.2595	-3.3278	31.3349	-0.0064	0.0075	0.0278
O	16.8548	14.7642	19.0452	0.001	-0.0041	0.0098
O	10.1017	-11.5624	30.4996	0	0.0004	0.0221
O	6.7876	-1.3767	34.8442	0.0012	0.0001	0.0102
O	44.8479	-7.1162	31.6767	-0.0071	0.0128	0.0405
O	45.3548	-4.4821	23.9093	0.0004	-0.001	0.0152
O	20.0687	-3.8923	26.3681	0.0087	0.0132	0.032
O	38.443	2.4424	16.8138	0.0067	-0.0036	0.0295
O	20.6659	14.2484	32.4639	-0.0084	-0.0071	0.0181
O	23.2573	-9.0221	27.2376	-0.0079	0.0044	0.0226
O	27.3122	-22.8068	25.2586	-0.006	-0.0048	0.0184
O	28.5718	-25.4746	31.4606	0.0098	0.012	0.0349
O	52.2436	-23.5367	27.839	-0.0078	0.0054	0.0204
O	5.4986	-0.0089	22.981	0.0093	-0.0092	0.0285
O	32.8321	-23.8539	26.7186	-0.0081	-0.0101	0.0325
O	55.8083	-6.1116	17.8284	-0.0132	0.0062	0.0428
O	-2.7212	-3.3401	33.7807	0.0002	0.0038	0.0606
O	31.6219	-8.6579	24.7875	0.0051	0.0114	0.0214
O	-7.3906	2.4335	34.2139	-0.0072	0.0069	0.03
O	10.3609	29.0611	28.7898	-0.0008	-0.0139	0.0383
O	27.3939	-14.8089	29.017	0.0131	-0.0126	0.0283
O	2.7411	8.3135	33.6721	0.0088	-0.0142	0.032
O	38.0925	-8.5816	29.6203	-0.0075	-0.0056	0.0171
O	29.6399	-18.7584	26.5293	0.0034	-0.0089	0.0271
H	0.5443	2.1805	42.8672	0.1806	-0.3545	-0.2663
H	2.1973	0.5468	42.8672	-0.3146	0.3199	-0.2923
H	4.8946	3.2583	42.8555	-0.3722	0.2157	-0.2946
H	3.2425	4.8931	42.8555	0.2893	-0.2923	-0.2947
H	0.5347	7.6312	42.919	0.2712	-0.3763	-0.2181
H	2.1663	5.9757	42.919	-0.2743	0.3045	-0.261
H	4.8742	8.7021	42.9237	-0.3087	0.1837	-0.2433
H	3.2561	10.3708	42.9237	0.3448	-0.3242	-0.2137
H	5.9749	2.1901	42.9298	0.3455	-0.2767	-0.2171
H	7.617	0.5449	42.9298	-0.277	0.2493	-0.2608
H	10.3367	3.2769	42.9118	-0.2129	0.3001	-0.2742
H	8.6902	4.9176	42.9118	0.3073	-0.4017	-0.2022
H	5.99	7.6028	42.8401	0.3243	-0.1636	-0.2834
H	7.6464	5.9725	42.8401	-0.3179	0.3606	-0.2915
H	8.7166	10.3396	42.8546	0.2701	-0.2584	-0.294
H	10.3653	8.7011	42.8546	-0.2917	0.3418	-0.2857
H	0.833	1.8868	5.9775	-0.2825	0.4294	0.2017
H	-0.8095	3.5314	5.9775	0.258	-0.2305	0.2972
H	3.527	-0.8014	6.0226	-0.1539	0.2897	0.3085
H	1.8869	0.8449	6.0226	0.3887	-0.3043	0.261
H	0.8067	7.3524	6.015	-0.2112	0.2903	0.2863
H	-0.8274	9.0053	6.015	0.3279	-0.3828	0.2724
H	3.5378	4.5956	6.0052	-0.3855	0.326	0.2497
H	1.899	6.244	6.0052	0.2396	-0.2637	0.2868
H	6.2419	1.9217	6.0075	-0.2512	0.1843	0.2951
H	4.5887	3.5555	6.0075	0.4018	-0.3169	0.2507
H	9.0163	-0.8449	5.991	-0.3852	0.3726	0.2023
H	7.3678	0.7938	5.991	0.2373	-0.1866	0.2983
H	4.6305	8.9491	5.9463	0.1649	-0.279	0.2706
H	6.2871	7.3189	5.9463	-0.4084	0.3353	0.1949
H	8.973	4.6328	6.0153	-0.2783	0.2328	0.2874
H	7.3381	6.2851	6.0153	0.3718	-0.3281	0.2969

Results
free energy: -156494.035 eV
free energy less fixed offsets of H -15.71, O -570.45, Si -639.56 eV per atom: -4.275 eV

The program warned: the cutoff lies below the one the program advises for these potential files; the forces do not sum to zero within the program's tolerance; empty levels may hold ghost states of the PAW files; the exchange-correlation potential is rough where the density is thin.
